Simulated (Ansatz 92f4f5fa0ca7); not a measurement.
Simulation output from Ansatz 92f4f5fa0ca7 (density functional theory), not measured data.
Periodic cell of 210 atoms, Si128O78B4, from a study of silicon, its oxide and their interface. The atomic structure is a simulated model.
Doubt: the cutoff is far below the 930 eV that the study's wrapper takes by default for these files, so forces and energies are approximate.
This geometry differs little from another in the collection (a relaxation step or a small displacement).

Settings
functional: PBE
potential files: Ansatz PAW
basis: plane waves
wave-function cutoff: 580 eV
density cutoff ratio: 5
exchange-correlation grid ratio: 1
k mesh: 1 x 1 x 1, Gamma-centred
self-consistency stop: 5e-08 eV per atom in the density residual
occupations: fixed
spin: none
net charge: 0

Cell vectors (angstrom)
a 10.938 0 0
b 0 10.938 0
c 0 0 31.1491

Atoms: element, x, y, z (angstrom)
Si 10.427 0.5383 23.7034
Si 6.0555 10.2962 23.8276
Si 2.3037 3.1754 23.719
Si 8.618 2.3906 23.7513
Si 0.723 5.0551 23.7916
B 4.744 6.1468 24.5344
B 3.5074 7.4728 24.5431
Si 7.6905 8.4743 23.7802
Si 1.3167 1.4182 25.0045
Si 6.8957 1.2874 24.9993
Si 4.1649 4.2255 24.8789
Si 9.7086 4.141 24.9626
Si 1.644 6.8949 25.0109
Si 6.6287 6.722 25.0178
Si 4.0862 9.3882 24.8875
Si 9.5268 9.5568 24.9233
Si 2.7537 -0.0434 26.2715
Si 8.2421 -0.0321 26.4068
Si 0.0015 2.7511 26.425
Si 5.471 2.7431 26.2763
Si 2.7978 5.4264 26.4436
Si 8.2035 5.4583 26.3016
Si 0.048 8.1884 26.2813
Si 5.452 8.193 26.4426
Si 4.1018 1.3673 27.7308
Si 9.5708 1.3673 27.7308
Si 1.3673 4.1018 27.7308
Si 6.8362 4.1018 27.7308
Si 4.1018 6.8362 27.7308
Si 9.5708 6.8362 27.7308
Si 1.3673 9.5708 27.7308
Si 6.8362 9.5708 27.7308
Si 0 0 29.0981
Si 5.469 0 29.0981
Si 2.7345 2.7345 29.0981
Si 8.2035 2.7345 29.0981
Si 0 5.469 29.0981
Si 5.469 5.469 29.0981
Si 2.7345 8.2035 29.0981
Si 8.2035 8.2035 29.0981
Si 1.3673 1.3673 30.4653
Si 6.8362 1.3673 30.4653
Si 4.1018 4.1018 30.4653
Si 9.5708 4.1018 30.4653
Si 1.3673 6.8362 30.4653
Si 6.8362 6.8362 30.4653
Si 4.1018 9.5708 30.4653
Si 9.5708 9.5708 30.4653
Si 2.7345 0 0.6835
Si 8.2035 0 0.6835
Si 0 2.7345 0.6835
Si 5.469 2.7345 0.6835
Si 2.7345 5.469 0.6835
Si 8.2035 5.469 0.6835
Si 0 8.2035 0.6835
Si 5.469 8.2035 0.6835
Si 4.1018 1.3673 2.0507
Si 9.5708 1.3673 2.0507
Si 1.3673 4.1018 2.0507
Si 6.8362 4.1018 2.0507
Si 4.1018 6.8362 2.0507
Si 9.5708 6.8362 2.0507
Si 1.3673 9.5708 2.0507
Si 6.8362 9.5708 2.0507
Si 0 0 3.418
Si 5.469 0 3.418
Si 2.7345 2.7345 3.418
Si 8.2035 2.7345 3.418
Si 0 5.469 3.418
Si 5.469 5.469 3.418
Si 2.7345 8.2035 3.418
Si 8.2035 8.2035 3.418
Si 1.2996 1.4059 4.8452
Si 6.8003 1.4282 4.7392
Si 4.1144 4.1189 4.8954
Si 9.5553 4.0952 4.7008
Si 1.3871 6.815 4.7026
Si 6.8025 6.8413 4.8783
Si 4.1032 9.5721 4.7395
Si 9.5173 9.632 4.8223
Si 2.7053 -0.0385 6.0967
Si 8.2429 0.2275 6.1899
Si -0.2049 2.6926 6.2316
Si 5.5637 2.795 6.2924
Si 2.6683 5.5303 6.2259
Si 8.06 5.2355 6.1472
Si -0.0596 8.1019 6.0084
Si 5.4449 8.3258 6.2583
Si 4.4942 0.8743 7.3558
B 8.8191 2.1157 6.6098
Si 0.7448 4.602 7.3484
B 7.4789 3.3449 6.6235
Si 3.5414 7.4329 7.4606
Si 9.9647 6.2492 7.2003
Si 1.662 9.1002 7.2907
Si 6.3378 10.3084 7.3834
O 3.9719 0.8236 8.9481
O 6.6055 10.3916 9.043
O 0.8488 9.6445 8.6491
O 3.9571 7.0984 9.0377
O 9.7585 6.6859 8.7826
O 0.9824 4.4943 8.9959
O 7.9656 3.1634 22.3727
O 0.1437 11.077 22.2262
O 0.5349 5.697 22.2581
O 2.5895 2.5405 22.1871
O 5.8696 -0.1748 22.2565
O 8.0878 7.8286 22.2813
Si 10.989 9.201 13.9404
Si 5.893 8.1203 16.3562
Si 9.1544 0.9423 19.1058
Si 3.2403 7.0962 17.5121
Si 2.277 4.5604 18.9333
Si 0.7167 2.41 14.5164
Si 7.158 5.7521 11.5583
Si 8.6475 3.1623 20.8881
Si 5.5061 3.3345 11.9797
Si 1.2433 3.6682 10.363
Si 2.4468 0.7423 18.2657
Si 2.9308 9.3547 19.689
Si 5.9692 3.5532 16.1054
Si 3.1176 2.2814 20.673
Si 7.2817 5.9474 14.5919
Si 6.1742 1.2169 14.2649
Si 9.9765 4.7871 15.5916
Si 8.3629 3.6338 18.0244
Si 10.7203 1.4896 11.6835
Si 4.0035 9.9924 14.6219
Si 3.6032 1.543 10.3527
Si 6.8111 9.3789 10.2933
Si 5.0988 -0.2052 20.8415
Si 0.5442 9.5899 10.2333
Si 2.4687 10.0689 12.1823
Si 8.8884 7.8694 20.8553
Si 7.2518 9.5485 18.8318
Si 8.4368 10.6785 12.7926
Si 3.0547 5.3817 12.3554
Si 10.7684 5.2916 20.8493
Si 9.1736 7.4234 10.081
Si 1.4767 6.617 14.8586
Si 4.7158 7.2184 10.4692
Si 2.8978 3.0636 16.4705
Si 1.1581 10.659 15.9995
Si 0.0838 10.2874 20.8068
O 7.8402 8.2665 9.6966
O 9.9953 9.0457 20.9492
O 8.1051 4.046 19.6047
O 4.817 7.2361 17.1752
O 11.0199 9.5255 15.5505
O 9.3618 4.5656 17.1047
O 3.1923 1.5857 17.0936
O 4.0614 9.4301 20.8762
O 0.7467 1.974 12.9424
O 8.4973 1.5857 20.4667
O 3.2769 3.7557 19.965
O 0.9434 5.1696 19.6534
O 3.134 0.4926 11.5381
O 2.3711 7.2228 16.1146
O 6.0305 2.2892 13.0808
O 8.4258 10.5988 18.4552
O 6.6599 9.0691 17.4083
O 5.0725 8.9767 15.2587
O 6.1777 10.4305 19.6709
O 3.6554 6.7167 11.611
O 0.6332 7.6695 13.8981
O 10.3126 8.4935 10.6236
O 10.3915 3.3936 14.8378
O 4.7416 0.4733 14.3981
O 1.9518 9.1248 10.9558
O 9.4871 9.5205 13.3453
O 2.6692 10.2293 15.526
O 4.4386 1.3094 20.7021
O 6.0278 6.2487 10.4904
O 2.0529 1.5559 19.6345
O 3.5018 10.528 18.6911
O 4.9131 2.4299 10.7606
O 0.5253 1.0823 15.4015
O 2.3666 2.5409 10.0617
O 4.3018 4.3174 12.5213
O 6.3704 4.6611 14.9862
O 2.7296 8.1027 18.6929
O 8.8589 5.5509 14.6833
O 5.3516 8.7245 10.7085
O 6.8854 4.138 11.5734
O 6.9159 6.3715 13.0589
O 0.2062 0.1913 10.7414
O 6.8406 3.7617 17.4584
O 1.1785 -0.051 17.6067
O 10.1647 3.774 21.0647
O 6.3965 2.0486 15.643
O 9.2503 1.0752 12.2752
O 7.8253 8.252 19.663
O 1.8684 3.7115 17.5807
O 1.8134 4.7003 11.5119
O 4.3633 3.7554 16.332
O 2.1568 3.053 15.0059
O 1.5262 9.6538 20.43
O 7.4992 10.0952 11.5873
O 10.5806 0.3899 19.6392
O 3.5748 9.3893 13.1605
O 10.793 2.851 10.7579
O 9.6319 6.4368 20.5223
O 6.9827 7.1927 15.5907
O 1.107 10.1944 13.1417
O 7.4284 0.2012 13.9981
O 0.386 5.6914 15.6378
O 9.108 2.1571 18.0026
O 2.4722 5.8181 13.8277
O 8.6683 6.2429 11.1197
O 3.2056 5.6997 18.2988

Results
free energy: -126347.999 eV
free energy less fixed offsets of B -154.04, O -568.88, Si -635.61 eV per atom: -1.119 eV

Forces (eV/angstrom), in the order of the atoms: element, x, y, z
Si -0.0137 -0.0195 0.0276
Si -0.1225 -0.0248 0.0052
Si 0.0738 -0.0017 0.0413
Si 0.0329 0.029 0.0033
Si 0.0189 0.0476 0.0016
B -0.3352 0.3003 -0.0974
B 0.486 -0.2335 -0.1183
Si 0.0621 -0.1063 0.0312
Si -0.025 0.0045 -0.0145
Si 0.0263 0.0228 0.0029
Si -0.1194 -0.1676 -0.0121
Si -0.0145 -0.0144 0.0052
Si -0.2491 -0.1328 0.0968
Si 0.1148 0.1373 0.0216
Si 0.0731 0.0755 0.0658
Si -0.0098 -0.0009 -0.0167
Si -0.0156 0.0061 -0.0227
Si 0.0208 -0.0074 0.0244
Si -0.0041 -0.0126 -0.0002
Si 0.0232 -0.0083 0.0061
Si -0.049 -0.0642 -0.0191
Si 0.0201 -0.014 -0.0119
Si -0.0153 0.0397 -0.0146
Si 0.0931 0.0878 -0.0038
Si -0.0252 -0.036 -0.7273
Si 0.0608 -0.0162 0.4052
Si 0.0442 -0.1121 0.6541
Si 0.1032 -0.1633 -0.4822
Si 0.0878 -0.1067 0.9305
Si 0.0494 0.0703 -0.6372
Si 0.0207 0.0417 -0.5114
Si 0.1052 0.1223 0.4874
Si 0.0116 0.0795 -0.0082
Si 0.0535 0.0011 -0.023
Si -0.0703 0.0382 -0.0042
Si -0.0395 -0.0852 -0.0061
Si 0.0675 0.0244 -0.027
Si -0.0427 0.1256 0.0252
Si -0.0276 -0.0977 0.001
Si -0.0303 0.0175 -0.0164
Si 0.0276 -0.0369 -0.0179
Si -0.0156 0.0178 0.0093
Si 0.0511 -0.07 -0.0444
Si 0.0013 0.0072 -0.0143
Si -0.0395 0.0457 0.0076
Si 0.1039 -0.0462 -0.02
Si -0.0091 0.025 -0.009
Si 0.0067 -0.0117 -0.0468
Si -0.0492 0.0173 0.0255
Si 0.0411 -0.0338 -0.0027
Si 0.0446 -0.0322 0.0068
Si -0.084 0.063 0.0349
Si 0.0164 -0.0352 -0.0009
Si -0.0628 0.077 0.0362
Si -0.0468 0.0066 0.0375
Si -0.0304 -0.0322 0.0051
Si 0.0695 -0.0449 0.046
Si -0.0907 -0.0331 -0.0266
Si -0.0482 0.0382 -0.03
Si 0.1123 -0.0622 -0.0001
Si -0.0584 0.0265 -0.0215
Si 0.0626 -0.0306 0.0338
Si 0.0532 -0.0198 0.0272
Si 0.006 0.0178 0.0181
Si -0.0733 0.0865 0.2813
Si -0.1279 0.0337 -0.4676
Si -0.0414 0.1447 0.7364
Si -0.102 0.0297 -0.826
Si 0.1334 -0.0892 -0.6644
Si -0.1789 0.1438 0.5574
Si 0.2332 -0.0073 -0.5209
Si -0.2551 0.0011 0.5715
Si 0.0271 -0.0362 0.0012
Si 0.0063 -0.0092 0.0348
Si -0.0314 0.0474 -0.033
Si 0.1249 0.1397 0.0164
Si 0.0062 0.0122 -0.023
Si -0.0128 0.0113 0.005
Si 0 -0.0094 -0.0161
Si 0.0404 -0.0153 -0.0027
Si -0.0138 -0.0184 0.003
Si -0.1505 -0.1309 0.0257
Si 0.0586 0.1519 -0.0301
Si -0.2872 -0.2113 0.0187
Si -0.0118 0.0084 0.0255
Si 0.1404 0.0842 -0.0573
Si 0.0082 -0.0057 0.015
Si -0.013 0.0046 0.0065
Si -0.0506 0.1111 0.012
B -0.3661 0.301 0.1144
Si 0.0678 -0.1452 -0.0028
B 0.4773 -0.3204 0.1222
Si 0.0162 -0.0049 0.0056
Si -0.1589 0.0361 0.0024
Si -0.0092 0.0056 0.0072
Si 0.128 -0.0293 -0.0014
O 0.0156 -0.0161 -0.0333
O -0.0211 0.0192 -0.045
O 0.0045 -0.0002 -0.0175
O -0.0061 0.0062 0.0013
O 0.0247 -0.0193 -0.0436
O -0.0101 0.0229 -0.0419
O -0.0111 0.0017 0.0052
O 0.007 0.0067 -0.0066
O 0.0003 -0.0029 0.0179
O -0.0096 0.0031 0.0046
O 0.0187 0.0041 0.0448
O -0.0169 0.0112 0.0022
Si -0.0013 -0.0039 0.0033
Si -0.0036 -0.0035 -0.0005
Si 0.0011 0.0062 0.0051
Si -0.0017 0.0004 0.0006
Si -0.0046 0.006 -0.0004
Si -0.0007 0.0004 0.0048
Si -0.0011 -0.0054 0.0112
Si 0.0029 -0.0044 -0.0062
Si 0.0034 -0.0024 0.0107
Si -0.0094 -0.016 0.0366
Si -0.0012 -0.0006 -0.003
Si 0.0054 -0.0023 -0.0065
Si -0.001 -0.0004 0.0009
Si -0.0108 0.0087 -0.0206
Si 0.0008 -0.0002 0.0037
Si -0.0035 0.0012 0.0004
Si 0.0008 0.0003 0.0011
Si -0.0003 0.005 0.0002
Si -0.0061 0.0014 0.0106
Si -0.0006 0.0012 0.0034
Si 0.0042 0.0026 0.0342
Si -0.0021 -0.0066 0.0238
Si -0.0236 -0.0134 -0.0346
Si 0.0023 -0.004 0.0219
Si -0.0014 -0.0041 0.0044
Si -0.011 0.0055 -0.0062
Si 0.0015 -0.0104 0.0057
Si 0.0013 0.001 0.0069
Si 0.0035 0.0025 0.0069
Si 0.0093 -0.0098 -0.0133
Si -0.0109 0.0051 0.0318
Si -0.0026 0.0008 0.0063
Si 0.0005 0.0016 0.0056
Si -0.0002 0.002 0.0061
Si 0.0025 -0.0025 -0.0031
Si -0.0097 0.0054 -0.0162
O 0.0063 0.002 -0.0121
O -0.0043 -0.0028 0.0017
O 0.0016 -0.0015 0.0031
O 0.0008 -0.0003 0.0006
O -0.0006 -0.0009 0.0001
O -0.0015 -0.002 0.0007
O 0.0014 -0.0022 -0.0026
O 0.0087 0.0063 0.0181
O -0.0021 -0.0006 -0.002
O -0.0024 -0.0021 -0.0004
O -0.0001 -0.0042 0.0058
O -0.0039 -0.0024 0.0121
O 0.0027 0.0007 -0.0108
O 0.0009 -0.0005 -0.0017
O 0 0.0011 -0.0013
O -0.0023 -0.0005 -0.0023
O 0.0065 0.0043 0.007
O -0.0002 -0.0001 -0.0012
O 0.0037 -0.0032 0.0064
O -0.0025 -0.0026 0.0016
O -0.0011 0.0001 -0.0027
O 0.0005 -0.004 -0.0054
O 0.0006 -0.0033 -0.0019
O -0.0006 -0.0018 -0.0003
O -0.0055 -0.0004 -0.0049
O 0.0008 -0.0011 -0.0018
O -0.0021 0.0004 0.001
O 0.0082 -0.0064 0.016
O -0.0047 -0.0006 -0.0024
O 0.0031 0.0023 0.0072
O -0.0026 -0.0014 0.0009
O -0.0043 -0.0089 -0.0081
O -0.0002 0.0007 -0.0018
O -0.0018 -0.001 -0.017
O -0.0031 0.0028 -0.0005
O -0.0008 -0.0006 -0.0012
O -0.0013 0.0035 0.0042
O -0.0006 0.0001 -0.0006
O 0.0005 0.0024 -0.0067
O -0.0018 0.0027 0.0018
O 0 -0.0009 -0.0054
O 0.0011 -0.0014 -0.0061
O 0.0003 -0.0014 0.0006
O 0.0004 0.0002 0.0016
O 0.0027 0.0151 0.0133
O -0.0013 0 -0.0013
O 0.0002 -0.003 0.0002
O -0.0021 0.0067 0.0005
O 0.0002 -0.0013 -0.0026
O -0.0039 -0.001 -0.0106
O -0.0024 -0.0014 -0.001
O -0.0001 0.0008 0.0002
O -0.0065 -0.0015 0.0029
O -0.0026 -0.0009 -0.0092
O 0.0001 -0.0038 -0.0001
O 0.0001 0 -0.002
O 0.0056 0.0057 -0.0097
O -0.001 0.0022 0.0148
O -0.0005 0.0008 -0.0003
O 0.0017 -0.0013 -0.0003
O 0.0009 -0.0012 -0.0034
O -0.001 -0.0006 -0.0019
O -0.0014 -0.0039 0.0001
O 0.0017 -0.0039 -0.0059
O 0.0048 -0.0002 -0.0099
O -0.002 -0.0071 0.0018

The program warned: the cutoff lies below the one the program advises for these potential files; the forces do not sum to zero within the program's tolerance; the exchange-correlation potential is rough where the density is thin.
